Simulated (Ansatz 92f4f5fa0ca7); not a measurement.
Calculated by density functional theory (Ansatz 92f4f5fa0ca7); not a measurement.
Periodic cell of 254 atoms, Si144O106N4, from a study of silicon, its oxide and their interface. The atomic structure is a simulated model.

Settings: functional r2SCAN; potential files Ansatz PAW; basis plane waves; wave-function cutoff 800 eV; density cutoff ratio 5; exchange-correlation grid ratio 1; k mesh 1 x 1 x 1, shifted by 0.5 0.5 0 of a step; self-consistency stop 1e-10 eV per atom in the density residual; occupations fixed; spin none; net charge 0.

Cell vectors (angstrom)
a	10.887	0	0
b	0	10.887	0
c	0	0	35.8817

Atoms and the computed forces on them: element, x, y, z (angstrom), force x, y, z (eV/angstrom)
Si	-0.4569	-0.337	-0.162	0.0951	0.1272	0.1197
Si	3.0998	2.4504	-0.3072	-0.048	-0.0772	0.2371
Si	-0.3723	5.6393	0.2388	-0.016	0.0259	0.17
Si	3.2008	7.5414	-0.1261	0.009	0.0274	0.2116
Si	5.3846	0.2624	0.0272	-0.0545	0.0048	0.1923
Si	7.7162	3.291	0.1581	-0.0003	0.0179	0.1962
Si	5.4139	5.3745	0.3676	-0.0455	-0.002	0.1203
Si	8.3759	7.8932	0.3088	0.0046	-0.0561	0.1392
Si	1.1876	1.3114	0.8432	-0.0287	0.0028	-0.0411
Si	3.9685	3.9196	1.4143	0.0164	-0.003	0.0498
Si	1.4447	6.7028	1.2921	0.0128	-0.0088	0.0339
Si	4.1436	9.4122	1.1079	0.0066	0.0396	0.0154
Si	6.7881	1.4889	1.4087	-0.0152	-0.0489	0.0267
Si	9.3301	4.1986	1.6118	0.0437	0.0204	0.0321
Si	6.789	6.778	1.5858	-0.0343	-0.0065	0.0001
Si	9.4794	9.4546	1.6242	0.011	0.0104	0.0634
Si	-0.0317	2.6549	2.531	-0.0277	0.0098	0.0248
Si	2.6324	-0.0471	2.3936	0.0198	0.0003	0.0408
Si	0.114	8.101	2.7609	-0.0491	0.0067	0.0325
Si	2.6503	5.3321	2.7422	0.0326	-0.0004	0.0347
Si	5.4003	2.7099	2.8276	-0.0316	0.0006	0.0293
Si	8.1077	0.0547	2.7709	-0.0009	-0.0176	0.0234
Si	5.3944	8.2263	2.7338	0.0264	-0.0421	0.0255
Si	8.0954	5.5019	3.024	0.0325	-0.0015	0.0619
Si	1.275	3.9846	4.0413	0.0045	0.0218	-0.0013
Si	3.9805	1.2662	3.9857	0.0078	0.0247	-0.0358
Si	1.4165	9.5595	4.0228	0.0098	-0.0136	-0.041
Si	4.0442	6.7816	4.0405	0.012	-0.026	-0.0098
Si	6.7328	4.0664	4.2311	0.0119	0.0028	0.0284
Si	9.5535	1.3695	4.0436	-0.025	0.0195	-0.0304
Si	6.7476	9.5658	4.1072	0.0214	-0.0041	0.0069
Si	9.5797	6.8434	4.1953	-0.0265	-0.0167	0.0034
Si	0.0147	0.0066	5.4046	-0.0208	0.0092	0.0205
Si	2.6814	2.671	5.3968	-0.001	0.0236	0.0091
Si	0.0028	5.3858	5.471	0.0167	-0.0039	0.0079
Si	2.7336	8.1732	5.4152	0.0169	-0.0241	-0.0107
Si	5.3715	-0.0037	5.4426	0.0198	-0.0226	0.0007
Si	8.1937	2.698	5.4644	-0.0058	-0.0134	-0.0035
Si	5.3829	5.4769	5.4889	0.0161	0.002	0.0153
Si	8.1577	8.2257	5.4667	-0.0092	0.0148	0.0075
Si	1.345	1.3574	6.809	0.0093	-0.0339	-0.0105
Si	4.0334	4.0721	6.7866	0.0278	-0.0016	0.0017
Si	1.3785	6.7948	6.7749	-0.0197	0.0093	0.0041
Si	4.0837	9.4989	6.8241	0.0074	0.0153	-0.0013
Si	6.8026	1.3316	6.7837	-0.0226	0.025	0.0027
Si	9.5346	4.0554	6.8455	-0.0334	0.005	0.0067
Si	6.7934	6.8266	6.8119	-0.0096	-0.0231	0.0127
Si	9.529	9.5732	6.8063	0.0034	-0.0245	0.0024
Si	0.0264	2.7233	8.2215	-0.0021	0.0089	-0.0011
Si	2.7172	-0.0056	8.147	-0.0019	0.0001	-0.0048
Si	0.0095	8.1722	8.1128	-0.0295	-0.0097	-0.011
Si	2.7258	5.4608	8.1762	0.0086	-0.0145	-0.0027
Si	5.4609	2.7295	8.1056	0.0154	0.0099	-0.0188
Si	8.1627	0.0091	8.2019	0.0092	-0.0039	-0.0137
Si	5.4431	8.1611	8.2087	0.0156	0.0095	-0.0113
Si	8.1667	5.4481	8.144	0.0134	0.0174	-0.0021
Si	1.3996	4.1241	9.572	-0.013	0.0264	-0.0146
Si	4.101	1.3828	9.4562	0.0065	-0.0112	-0.0128
Si	1.3651	9.5116	9.4957	0.006	0.0027	0.0034
Si	4.0689	6.8121	9.5833	0.0186	0	-0.0038
Si	6.8151	4.0779	9.4862	0.005	0.0032	0.0003
Si	9.5423	1.3611	9.5742	-0.0094	0.0026	-0.0023
Si	6.8245	9.4962	9.5663	-0.0057	-0.0317	-0.0063
Si	9.5511	6.8103	9.4704	-0.0187	-0.0154	-0.0044
Si	0.0511	-0.0329	10.8905	-0.0025	-0.003	0.0093
Si	2.8329	2.7669	10.8726	-0.0178	0.0068	0.0088
Si	0.0296	5.5372	10.8911	0.0092	-0.026	0.0043
Si	2.6634	8.1857	10.9431	-0.0029	-0.0083	0.0178
Si	5.4051	0.0053	10.8254	0.0247	0.0233	-0.0014
Si	8.1936	2.78	10.8937	-0.0108	0.0067	0.0325
Si	5.4756	5.4175	10.8659	-0.0025	0.0193	0.0023
Si	8.2224	8.0998	10.8939	-0.0138	0.0042	0.011
Si	1.4691	1.385	12.1568	-0.0077	0.0355	-0.0416
Si	4.176	4.1169	12.3128	-0.0238	-0.0046	-0.0563
Si	1.2872	6.8833	12.3959	0.0093	0.0065	-0.019
Si	4.0194	9.6006	12.2355	0.0195	-0.0399	-0.0246
Si	6.779	1.3605	12.1318	0.03	-0.0327	-0.0325
Si	9.6028	4.179	12.2408	0.0109	-0.0292	-0.0369
Si	6.8741	6.6891	12.237	-0.0072	0.029	-0.0457
Si	9.6122	9.4308	12.2482	-0.0271	0.0177	-0.0714
Si	0.15	2.7882	13.4692	-0.0274	-0.0396	-0.0133
Si	2.7243	0.1117	13.6863	0.0039	-0.0189	-0.0435
Si	-0.0419	8.2305	13.9396	-0.0051	-0.0075	0.0417
Si	2.7133	5.4911	13.6281	0.0119	0.0004	0.0265
Si	5.5834	2.6894	13.6381	-0.0397	0.0049	-0.0161
Si	8.1987	-0.0077	13.3653	0.0197	-0.0004	-0.0186
Si	5.4572	8.1671	13.3739	0.0051	0.0149	-0.0348
Si	8.2559	5.394	13.7477	-0.0156	0.0329	-0.0195
Si	1.6588	3.8487	14.9545	0.0665	-0.0123	-0.2182
Si	3.9663	1.6767	15.0082	-0.086	0.0397	-0.2061
Si	0.9995	10.1078	15.0664	-0.0246	-0.0731	-0.2717
Si	4.171	6.8835	14.8054	-0.0317	-0.0199	-0.145
Si	7.4099	3.5047	14.9279	0.0253	0.0226	-0.1893
Si	9.6333	1.3383	14.5875	0.0334	-0.031	-0.1643
Si	6.9496	9.3972	14.6276	0.0735	-0.0486	-0.1773
Si	9.0669	7.1181	15.2241	0.0825	0.034	-0.2689
Si	3.8367	-6.8845	18.942	-0.0111	0.0762	-0.3036
Si	1.4987	18.88	23.9819	0.0361	-0.0411	-0.1014
Si	16.9579	-11.8038	29.4384	0.0319	-0.0357	0.1919
Si	-23.8095	-7.737	22.2444	-0.0301	-0.0171	-0.2361
Si	-10.2763	6.0029	26.3114	0.0417	-0.0026	0.1008
Si	-6.3021	-6.9634	23.2987	0.0095	0.041	-0.1565
Si	1.6353	-0.0155	21.2878	0.0181	-0.033	-0.1717
Si	17.8204	11.7993	21.6991	0.0431	0.0017	-0.1297
Si	5.4361	-0.0473	17.0548	-0.0592	-0.0107	-0.2584
Si	-5.1135	26.8839	16.7832	0.077	0.0027	-0.2385
Si	3.0361	8.9052	17.0785	-0.0196	0.0464	-0.3004
Si	-17.5675	12.7015	20.9268	-0.0147	0.047	-0.1833
Si	5.992	-1.5535	22.5538	0.0059	0.0036	-0.1757
Si	7.45	-3.457	20.7996	-0.0323	-0.0655	-0.2022
Si	24.3945	7.821	21.4295	-0.019	-0.0411	-0.2212
Si	14.6726	10.0693	24.3494	0.0284	-0.0085	-0.061
Si	-4.5877	-12.157	26.2674	-0.0077	0.0235	0.1547
Si	-7.6565	4.3764	29.9846	0.0441	-0.0121	0.2131
Si	-8.6151	12.8742	27.9853	-0.0176	-0.0147	0.2001
Si	4.8368	6.0199	21.1939	-0.0033	-0.0261	-0.1836
Si	2.9352	-11.7242	29.3702	-0.0372	0.0041	0.1708
Si	9.1322	3.594	19.1438	0.0205	0.03	-0.2392
Si	8.0088	0.6968	18.8795	-0.0785	0.0144	-0.1896
Si	-12.2076	-17.7617	33.9271	-0.0086	0.0092	0.2218
Si	18.2724	-3.1289	24.486	0.0263	0.0502	-0.0543
Si	-13.7227	-4.5146	18.0623	0.0116	-0.018	-0.3473
Si	-0.0076	1.2805	23.5958	0.0208	0.0317	-0.1127
Si	-13.5601	-11.3001	24.2065	-0.0492	-0.016	-0.0505
Si	1.1294	-14.3346	19.0083	0.03	-0.0096	-0.2388
Si	-4.9004	3.9103	30.9822	-0.0075	0.0139	0.1755
Si	19.0471	5.9336	32.1571	0.0795	-0.0251	0.1402
Si	-21.3053	-7.888	26.0441	0.1313	-0.0447	0.1263
Si	-14.3732	-6.2426	24.459	-0.0022	0.0027	-0.1122
Si	-9.9826	15.4448	17.9308	0.0251	-0.0054	-0.2672
Si	-9.5804	19.7307	33.7496	-0.0237	-0.0237	0.2256
Si	-0.4151	7.5944	31.3232	-0.0278	0.033	0.2163
Si	7.8841	1.6056	30.0385	-0.0012	0.0411	0.1528
Si	-8.9353	0.3421	32.0046	0.0311	0.0001	0.191
Si	7.7744	-0.7512	34.2244	0.0082	-0.0073	0.2387
Si	-0.6401	-1.0156	19.7707	0.0186	-0.0506	-0.2517
Si	-3.0726	8.7617	31.5631	0.0895	0.0352	0.1749
Si	-12.6625	4.4489	26.6452	0.0789	-0.0045	0.1398
Si	-8.1079	2.0794	24.9375	-0.0429	0.004	-0.0051
Si	-0.7098	13.5902	28.6732	0.0031	-0.0855	0.1881
Si	-12.2138	-2.4232	22.5231	-0.0028	0.0033	-0.1761
Si	21.2091	-8.73	31.5701	-0.0066	-0.0084	0.219
Si	12.6756	28.8937	29.0631	-0.0207	0.0293	0.1928
Si	-7.3342	13.8431	32.5184	-0.0059	-0.0131	0.2682
O	-0.619	3.3018	32.6863	0.0332	-0.0766	-0.1551
O	4.1412	-3.4159	21.0151	0.0101	0.0421	0.0717
O	2.8219	-7.7682	29.0239	-0.0477	-0.0722	-0.1195
O	-3.1265	8.662	34.8986	-0.0477	0.0215	-0.142
O	-12.4267	-2.1572	31.0027	0.002	0.0195	-0.0626
O	-10.3844	11.9389	32.0434	-0.0438	0.0155	-0.0595
O	-14.157	4.405	26.0661	-0.0584	-0.0076	0.0093
O	-1.7553	10.9187	34.735	-0.0789	0.0119	-0.0877
O	1.1255	6.6544	27.6822	-0.0432	-0.0242	-0.1254
O	17.2672	-0.0419	34.6475	0.0744	-0.0018	-0.1434
O	13.4731	0.4384	28.41	-0.0012	0.0654	-0.076
O	-11.9026	5.8533	26.3195	-0.0466	0.0354	-0.0329
O	6.1972	9.7768	27.8524	0.0207	-0.0077	-0.185
O	6.1151	18.9536	23.5356	-0.0312	-0.0235	0.0487
O	13.5469	27.6109	29.5704	-0.006	0.0165	-0.0697
O	-3.3654	7.3943	32.3776	-0.0579	0.0019	-0.0172
O	0.1752	8.2961	23.0882	-0.0116	0.0129	0.0414
O	-0.2527	3.6394	18.559	-0.0596	-0.0548	0.1251
O	0.9476	4.3875	16.3163	-0.056	0.0332	0.2065
O	6.5057	6.3181	17.5596	0.0225	0.0365	0.1211
O	10.8343	8.5312	19.0684	-0.0497	0.056	0.1019
N	11.4889	-8.5844	27.635	0.0195	0.0236	-0.1283
O	-4.8978	3.9687	24.0978	0.0252	-0.0166	0.0613
O	-2.1614	7.2428	21.8106	0.0503	-0.0078	0.0911
O	8.3789	-5.9781	18.6228	0.0006	-0.0804	0.1343
O	6.8644	3.9965	16.3748	-0.0627	0.0302	0.1657
O	5.1454	5.7465	15.4497	0.073	-0.0809	0.0913
O	-8.5117	9.2606	24.5412	-0.0222	0.0349	0.0522
O	7.9758	8.3212	15.2779	-0.031	-0.0101	0.0793
O	-6.6593	13.4188	19.4751	0.0281	-0.1005	0.1364
O	2.2752	-1.4982	21.2869	-0.0061	0.0509	0.0568
O	6.6144	0.3488	18.1014	0.1073	0.0355	0.1682
O	-2.0396	1.5158	31.3527	-0.0546	-0.0186	-0.0592
O	-3.9837	2.8709	30.1689	0.0185	-0.0229	-0.0724
O	8.0419	7.4513	19.2787	0.0021	0.0747	0.1704
O	-3.4926	-0.2434	25.6133	0.0163	0.0089	-0.003
O	2.819	2.7815	15.4067	0.0178	0.0125	0.0957
O	-2.3309	2.3718	15.3327	-0.0408	0.0402	0.0959
O	4.2706	9.8313	17.5969	0.0114	0.0159	0.1435
O	9.5732	11.3672	24.1984	-0.0375	-0.0118	0.0498
O	3.5323	7.8456	15.9568	-0.0602	0.0834	0.1325
O	-8.8361	10.3163	30.6875	0.0295	-0.0378	-0.1333
O	6.4395	6.1718	21.001	-0.0042	-0.0215	0.0685
O	1.796	9.7644	16.4585	0.0639	-0.005	0.1898
O	6.1587	-0.7762	15.828	-0.0408	0.0686	0.166
O	3.4201	-18.3441	24.3022	-0.0198	0.0126	0.0516
O	17.4612	-2.1017	21.1138	-0.0151	0.0773	0.0772
O	7.4534	2.3279	22.2323	0.0008	0.0488	0.0877
O	4.4515	5.3894	22.6328	-0.0204	-0.0407	0.1216
O	9.2231	10.5099	18.6637	0.018	-0.0062	0.0737
O	-1.7874	3.7174	20.7559	-0.0121	-0.0012	0.1868
N	-3.8676	10.6828	22.9578	-0.0068	0.0182	0.0683
O	5.4467	0.7995	21.0559	-0.0106	-0.0488	0.0322
O	-4.3836	-17.4518	35.5371	0.016	-0.0446	-0.1004
O	-6.4367	-12.0056	22.8835	-0.0208	-0.0035	0.0492
O	2.795	11.9614	21.0757	-0.0306	0.0142	0.0555
O	0.6385	6.1275	18.2183	-0.0426	0.053	0.1126
O	4.6507	1.2325	16.4318	0.0542	-0.0534	0.1746
O	-2.45	2.2356	18.5845	-0.0046	0.0068	0.0594
O	-0.6776	-8.5328	22.5913	0.0531	-0.023	0.0412
O	-1.8172	6.6743	16.8139	-0.0376	-0.026	0.2674
O	4.5002	-0.7917	29.7657	0.003	0.0009	-0.0331
O	-2.3708	-5.7229	33.5173	-0.0723	0.0638	-0.0843
O	-20.5972	-6.3976	26.0838	0.0052	0.0034	-0.0399
O	-16.6204	3.2198	32.2344	0.0598	0.0132	-0.0723
O	4.5024	-7.9949	22.0726	0.0158	0.0277	0.0664
O	-11.0983	0.3154	15.4116	0.0468	-0.0109	0.1124
O	2.4505	-13.7017	18.3171	-0.0363	-0.0349	0.1801
O	9.6571	-12.2538	21.265	-0.0119	-0.0246	0.1626
O	15.5161	4.3629	17.5981	-0.096	-0.0566	0.1585
O	15.125	5.0779	20.0487	0.0332	0.0585	0.1502
O	-10.2508	-3.455	30.1372	0.0639	-0.0248	-0.1419
O	-10.4749	-13.7321	32.6623	-0.0509	-0.0535	-0.1293
O	-34.9695	-6.7154	23.4512	-0.0095	0.0573	0.088
O	-8.6143	4.0768	18.6125	0.0364	-0.0418	0.1164
O	-0.0975	2.8372	30.1715	0.0333	0.0452	-0.1427
O	-6.0353	-17.2677	29.9928	-0.0361	0.016	-0.0941
O	7.7043	-0.9054	32.6197	0.0014	-0.0415	-0.1992
O	-9.7978	-3.8863	25.1584	0.0047	0.0006	0.0115
O	14.0283	12.3196	32.1067	0.01	-0.0542	-0.0759
O	4.1887	-9.6433	35.3713	0.0061	-0.0074	-0.092
O	-1.4391	-6.7893	28.1963	-0.0418	0.0601	-0.1006
O	0.9135	0.2898	22.7054	-0.0385	0.0155	0.1124
O	-9.3081	-3.8856	20.4946	0.0246	0.0126	0.1559
O	-13.8992	11.4494	20.4633	-0.0004	-0.0096	0.1584
O	-6.0546	-1.1047	25.5678	-0.0061	0.0045	-0.0058
O	0.5645	-10.8406	20.0669	0.0221	0.036	0.0834
O	8.6653	13.8171	34.7477	0.0436	0.0106	-0.1646
O	-7.8821	2.1917	26.5465	0.0118	0.0305	-0.0807
O	6.7499	-2.0781	30.3424	-0.0662	0.0278	-0.1212
O	2.4722	7.8789	34.331	-0.0407	0.0244	-0.1511
O	-1.1014	-7.6629	25.8023	-0.0248	-0.0254	-0.0571
O	-1.2691	-4.6834	31.4515	0.04	-0.0057	-0.069
O	-3.2924	6.2159	24.3206	-0.0029	-0.0015	0.0148
O	-10.5113	-1.5273	34.9682	0.059	-0.1088	-0.1024
O	-7.4047	0.7713	24.3377	0.0046	0.008	-0.0054
O	-0.1223	15.5809	34.7956	-0.0015	-0.0598	-0.1213
O	6.9141	8.1403	25.9875	0.0063	-0.0175	0.0175
N	-2.2414	8.8185	23.9541	0.0067	-0.0145	0.0688
O	3.0902	14.0529	34.0793	0.0375	0.066	-0.2502
O	2.0417	10.1822	33.2227	0.041	0.066	-0.1189
O	-8.2947	-13.2361	28.8394	0.0147	-0.0092	-0.0681
O	-8.4141	-3.6194	22.9322	-0.0255	-0.0072	0.1168
O	-1.3675	6.8565	35.6537	0.0248	0.024	-0.0804
N	-20.7237	-8.8646	24.7631	0.0258	-0.0415	-0.0288
O	-3.9927	0.3775	29.8795	-0.0141	-0.0054	-0.0646
O	7.034	5.0623	31.4077	-0.0511	-0.0341	-0.0743
O	-1.9714	1.6664	28.7774	0.0197	0.0117	-0.1015
O	-6.4967	-4.4621	35.4247	-0.021	0.0377	-0.0593
O	2.7766	14.8696	31.513	-0.0253	0.0616	-0.1397

Results
free energy: -154111.768 eV
free energy less fixed offsets of N -386.36, O -570.45, Si -639.56 eV per atom: -1.988 eV

The program warned: the cutoff lies below the one the program advises for these potential files; the forces do not sum to zero within the program's tolerance; empty levels may hold ghost states of the PAW files; the exchange-correlation potential is rough where the density is thin.
